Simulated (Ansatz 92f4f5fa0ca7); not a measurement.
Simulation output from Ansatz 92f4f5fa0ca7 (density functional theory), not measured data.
Periodic cell of 186 atoms, Si104O82, from a study of silicon, its oxide and their interface. The atomic structure is a simulated model.

Settings
functional: r2SCAN
potential files: Ansatz norm-conserving
basis: plane waves
wave-function cutoff: 1300 eV
density cutoff ratio: 4
exchange-correlation grid ratio: 1
k mesh: 2 x 2 x 1, shifted by 0.5 0.5 0.5 of a step
self-consistency stop: 5e-08 eV per atom in the density residual
occupations: Fermi-Dirac, 0.05 eV
spin: none
net charge: 0

Cell vectors (angstrom)
a  11.5403  0  0
b  0  11.5403  0
c  2.2485  6.8205  25.0957

Atoms: element, x, y, z (angstrom)
Si  2.8858  2.3555  0.6546
Si  2.8239  5.4944  0.9724
Si  2.809  8.523  0.3111
Si  6.4488  2.4592  0.3747
Si  6.6117  5.4731  1.0036
Si  6.6187  8.5046  0.4221
Si  10.6343  1.0659  0.2608
Si  10.403  5.3745  0.7355
Si  10.6818  9.365  0.3812
Si  4.7534  1.7849  1.928
Si  4.6984  5.4918  2.2923
Si  4.7164  9.1386  1.6912
Si  8.5244  1.5862  1.478
Si  8.5828  5.2712  2.1688
Si  8.622  9.065  1.666
Si  12.4382  1.6283  1.7386
Si  12.3515  5.4952  2.0744
Si  12.5352  9.1529  1.7976
Si  4.7081  3.5001  3.4512
Si  4.7087  7.4945  3.3773
Si  4.7464  11.1762  3.0328
Si  8.5846  3.2776  3.268
Si  8.6362  7.311  3.2831
Si  8.5094  11.1489  2.9476
Si  12.3553  3.4591  3.2575
Si  12.4283  7.3971  3.3397
Si  12.5476  11.1929  3.0833
Si  2.7297  3.4383  4.6867
Si  2.7829  7.4198  4.7117
Si  2.8705  11.1944  4.5267
Si  6.6835  3.4565  4.6627
Si  6.6878  7.3823  4.6378
Si  6.6554  11.1367  4.4401
Si  10.4828  3.4021  4.6558
Si  10.5223  7.3389  4.6719
Si  10.5077  11.1937  4.4001
Si  2.8626  1.4908  6.025
Si  2.8035  5.4155  5.9354
Si  2.7435  9.3587  6.0241
Si  6.6307  1.4796  5.8808
Si  6.6062  5.4261  5.9585
Si  6.7166  9.3019  5.9587
Si  10.4665  1.4789  5.9755
Si  10.5568  5.3697  5.9872
Si  10.5375  9.3296  5.876
Si  4.8464  1.5086  7.3971
Si  4.6523  5.3748  7.359
Si  4.7367  9.3117  7.2702
Si  8.461  1.5212  7.3112
Si  8.5651  5.3999  7.2345
Si  8.6963  9.3132  7.2886
Si  12.4306  1.461  7.3297
Si  12.5284  5.4258  7.3731
Si  12.3192  9.3055  7.408
Si  4.7642  3.4516  8.7909
Si  4.64  7.4017  8.594
Si  4.8018  11.0964  8.7629
Si  8.4574  3.5366  8.6195
Si  8.669  7.3051  8.5356
Si  8.575  11.1867  8.6851
Si  12.5625  3.4139  8.62
Si  12.4497  7.3455  8.7809
Si  12.3107  11.2017  8.8519
Si  2.8916  2.8251  10.1398
Si  2.8438  7.837  10.1529
Si  2.8127  11.1025  9.9823
Si  6.6094  4.2197  10.1468
Si  6.6736  7.3443  9.6957
Si  6.752  10.4479  10.051
Si  10.5153  3.5792  9.6553
Si  10.483  6.7186  9.979
Si  10.3269  12.0229  10.0877
Si  10.7347  11.3491  16.8693
Si  6.3968  8.3851  18.4982
Si  0.5007  5.6977  14.0092
Si  7.6798  3.559  15.6922
Si  8.3335  11.7642  12.2622
Si  3.2158  5.7693  15.1
Si  9.9436  2.7859  17.3796
Si  8.3787  9.5475  16.9435
Si  7.2798  2.5249  18.4116
Si  -1.1781  7.7829  12.9454
Si  12.3932  8.6671  22.4947
Si  4.718  14.7341  19.8544
Si  11.9029  7.649  19.7754
Si  9.5004  10.1951  14.4367
Si  3.7254  7.8631  17.0148
Si  2.7357  5.2683  12.2089
Si  13.5116  11.2084  23.1535
Si  10.9246  4.0776  21.4718
Si  4.6316  10.2688  21.7885
Si  6.3601  11.1473  18.0512
Si  7.5317  3.174  12.8346
Si  9.1089  5.3789  14.088
Si  10.2974  6.9319  21.8867
Si  3.3301  5.0331  17.8308
Si  5.4087  7.4675  21.1438
Si  11.9829  4.6524  18.6513
Si  6.6159  8.8986  23.2736
Si  1.074  14.0462  23.5146
Si  8.3932  4.854  22.5115
Si  15.3855  11.8668  19.2435
Si  5.2429  4.7108  22.3388
Si  13.2119  9.9792  18.0745
O  6.6619  7.7838  22.111
O  4.9211  4.5542  23.9242
O  2.7587  9.1433  17.2129
O  6.0904  10.2846  22.5345
O  11.6106  3.8651  20.0253
O  10.8901  8.0989  22.865
O  2.8778  6.8671  -0.0211
O  15.2887  13.4831  19.4407
O  4.3788  4.4552  18.8998
O  6.5619  4.1027  0.0764
O  6.4666  9.2345  -1.0381
O  3.6524  5.3896  13.5744
O  10.6017  -0.5658  0.0573
O  4.3794  8.7448  21.2045
O  10.8508  4.2045  -0.3658
O  12.4557  10.2931  22.2759
O  12.0105  6.2684  18.9149
O  9.6154  10.3968  17.6181
O  6.9123  3.0156  14.3512
O  8.5909  4.4091  12.8879
O  9.7386  11.3907  11.5013
O  6.8507  16.1906  22.1464
O  0.1913  7.2507  13.6438
O  1.5801  5.6498  15.2147
O  6.6402  5.868  10.5283
O  10.4394  11.2397  15.2618
O  6.3111  14.4911  19.6234
O  6.7445  8.8223  10.5369
O  6.4815  3.4787  11.6339
O  9.1109  6.9152  13.5679
O  5.2541  8.2699  17.3487
O  -0.8814  4.9702  14.4461
O  -1.156  7.6398  11.3373
O  6.7706  3.2588  17.0146
O  6.9999  11.3121  11.4374
O  3.6569  7.2989  15.48
O  2.8404  9.4741  10.6799
O  8.8612  9.1003  15.4664
O  3.0893  3.9239  11.3637
O  8.3048  1.8143  12.4779
O  2.9083  3.9929  0.2327
O  3.2362  6.6562  18.0119
O  11.4802  2.9289  22.4573
O  8.1059  5.1272  15.3679
O  10.3703  7.5859  20.378
O  11.2732  5.5998  21.9754
O  4.6999  6.114  21.6914
O  7.2439  12.4445  18.4106
O  8.3201  11.0134  13.6955
O  5.8265  2.0468  -1.1205
O  8.8455  2.9234  18.5909
O  13.4654  4.2909  18.1361
O  10.6953  12.8867  17.3993
O  9.2985  15.4866  21.4894
O  10.9453  4.0638  17.5383
O  14.9946  10.666  22.834
O  12.8442  7.8642  21.1268
O  8.8309  6.4138  22.2796
O  7.8799  8.2413  17.804
O  7.0711  10.5276  16.72
O  10.5366  2.0991  10.4958
O  10.4899  5.0947  10.4398
O  13.9822  11.0675  19.0342
O  12.2424  8.9297  18.8595
O  13.4564  12.8177  22.8302
O  4.7968  11.5835  17.9371
O  3.1865  1.6038  -0.7883
O  2.9049  6.6504  11.3318
O  6.0337  7.2981  19.6447
O  12.2378  10.8155  17.1051
O  2.8481  1.1984  10.6444
O  13.2886  8.359  23.8113
O  3.7871  4.7722  16.2694
O  1.1877  5.0387  12.6876
O  9.8063  6.6343  -0.1663
O  4.5459  15.0798  21.4382
O  6.5641  6.8583  0.0765
O  11.0787  8.6035  -1.0661
O  16.1152  11.3521  20.596
O  9.1217  2.8238  15.9635
O  10.2961  9.3407  13.3267
O  6.4193  9.9044  19.1325

Results
free energy: -50298.959 eV
free energy less fixed offsets of O -463.61, Si -117.95 eV per atom: -16.139 eV
pressure: -2.22 GPa
stress xx, yy, zz, yz, xz, xy (GPa, positive in tension): 0.66, 4.25, 1.75, -0.07, -0.03, 0.46

Forces (eV/angstrom), in the order of the atoms: element, x, y, z
Si  -0.1766  0.2745  -0.6823
Si  0.1495  -0.1416  -1.066
Si  0.0111  -0.0648  -0.4706
Si  -0.2559  0.2639  -0.668
Si  -0.1357  0.1233  -0.9213
Si  0.0594  -0.3853  -0.3581
Si  0.2553  -0.1298  -0.2514
Si  -0.0321  -0.1611  -0.3037
Si  0.0394  0.4445  0.0487
Si  0.1147  0.0254  -0.1446
Si  0.0422  -0.0976  -0.1103
Si  -0.0775  -0.0413  -0.2397
Si  0.0806  0.0768  -0.1856
Si  0.1599  0.1578  -0.1632
Si  0.015  0.0444  -0.3973
Si  0.0592  0.0293  -0.2157
Si  -0.2368  -0.1174  -0.1726
Si  0.1045  -0.0046  -0.2678
Si  0.0181  0.0178  0.3802
Si  0.0157  0.2351  0.369
Si  -0.0769  -0.074  -0.1241
Si  -0.0689  -0.1751  0.0113
Si  0.1044  0.1495  0.1386
Si  0.2056  -0.1514  -0.1614
Si  -0.0513  -0.2329  0.1233
Si  -0.073  0.163  0.2368
Si  -0.0907  0.0972  0.0168
Si  0.0943  -0.077  -0.0398
Si  0.0808  0.0122  -0.0345
Si  -0.0761  -0.0275  -0.0444
Si  -0.2251  -0.1145  0.0339
Si  -0.0716  0.0137  -0.054
Si  0.1513  0.0099  -0.0345
Si  0.1231  0.0788  0.0245
Si  0.031  0.0533  0.0458
Si  -0.0919  0.0719  -0.2183
Si  -0.1248  0.102  0.0403
Si  -0.0611  0.0741  0.0573
Si  0.1017  -0.0525  0.0366
Si  -0.0084  0.0579  0.0218
Si  0.2201  -0.0753  0.1224
Si  -0.0492  0.0941  0.0453
Si  0.1388  -0.106  0.0531
Si  -0.1071  -0.0006  0.028
Si  -0.0962  -0.077  -0.0464
Si  0.0559  0.0366  0.0353
Si  -0.0985  -0.0452  -0.0127
Si  -0.0496  -0.0576  -0.2904
Si  -0.1293  0.1151  -0.1704
Si  -0.035  0.0516  -0.3879
Si  0.1198  0.0233  -0.1251
Si  -0.0232  -0.025  -0.2026
Si  0.1143  -0.0744  -0.0256
Si  0.0383  0.0736  0.1406
Si  0.0668  0.0034  0.0038
Si  -0.0732  0.0302  0.2617
Si  0.2967  -0.123  0.2962
Si  -0.3394  0.1474  0.2967
Si  0.1923  -0.1348  0.2145
Si  -0.0327  0.0139  0.0696
Si  0.3149  -0.0631  0.276
Si  -0.0656  0.0148  0.1619
Si  -0.3095  0.196  0.333
Si  -0.0784  -0.0833  0.0291
Si  -0.0583  0.2047  0.1596
Si  0.0152  -0.0244  0.0224
Si  0.025  0.0441  0.496
Si  0.0169  0.1044  0.6412
Si  0.0435  -0.0699  0.5746
Si  0.0459  -0.0588  0.8411
Si  -0.0267  -0.107  0.4579
Si  0.1633  -0.0981  0.469
Si  -0.0184  0.0687  -0.1169
Si  0.0259  -0.2676  0.1616
Si  -0.0873  -0.0141  0.2299
Si  -0.0842  0.1215  -0.0765
Si  0.0304  -0.1319  0.199
Si  -0.2023  -0.0537  0.0314
Si  0.1163  0.1229  -0.0175
Si  0.0586  -0.2646  -0.2323
Si  -0.0478  0.033  0.1171
Si  -0.0645  0.0874  0.2552
Si  -0.0811  -0.1555  -0.1164
Si  0.0151  -0.0006  0.0804
Si  -0.106  -0.0939  0.0624
Si  -0.1109  -0.1473  -0.1458
Si  -0.0158  0.0106  -0.0122
Si  -0.1009  -0.0836  -0.1601
Si  -0.0494  -0.1101  -0.2707
Si  0.0329  0.0112  -0.0369
Si  -0.0239  -0.0806  0.0267
Si  -0.0487  0.1293  -0.0082
Si  0.1694  0.0451  0.1653
Si  -0.0328  -0.014  0.0843
Si  -0.0873  0.1097  -0.056
Si  0.0333  -0.1809  0.031
Si  -0.0543  -0.0886  0.0567
Si  -0.0249  0.1111  0.0059
Si  0.0822  -0.137  -0.2994
Si  -0.0329  0.0134  -0.205
Si  0.0232  0.1646  -0.2985
Si  -0.012  0.0512  0.0912
Si  -0.068  0.0904  -0.1656
Si  -0.1126  -0.0249  0.1096
O  -0.2379  0.1851  0.0019
O  0.0436  -0.33  0.407
O  0.0341  -0.0765  0.1111
O  -0.1189  -0.4571  0.2322
O  -0.0852  0.1529  0.0378
O  0.1464  -0.0638  -0.2268
O  -0.1856  0.2018  0.6696
O  0.2073  -0.0323  -0.0151
O  -0.1047  -0.0856  -0.0162
O  0.0969  -0.4704  0.5831
O  0.1337  -0.1633  0.2131
O  -0.2992  0.0729  -0.0539
O  -0.0841  0.0077  0.1813
O  0.2549  0.1344  0.0865
O  -0.1733  0.4222  0.1579
O  0.3135  -0.0819  0.3077
O  0.0026  -0.0981  0.0997
O  -0.0784  0.0323  -0.2333
O  0.3118  0.1631  -0.1226
O  -0.0518  -0.1149  0.1585
O  -0.1413  0.2027  -0.0911
O  -0.0679  -0.0232  0.1345
O  -0.2491  -0.289  -0.2007
O  0.2309  0.0575  -0.282
O  -0.0116  -0.3028  -0.5831
O  -0.1676  -0.1899  0.2293
O  -0.1386  -0.0628  -0.1777
O  -0.0672  0.2592  -0.701
O  0.1725  0.2166  -0.3492
O  0.3715  -0.0207  -0.1789
O  -0.0693  -0.0063  0.1379
O  -0.055  0.3133  -0.3038
O  0.0462  -0.2952  0.01
O  0.3338  -0.1386  0.0038
O  0.1671  -0.1627  -0.1845
O  -0.0615  -0.2678  0.2758
O  -0.0436  -0.0247  -0.48
O  0.109  0.444  0.1672
O  -0.0979  -0.0151  0.0856
O  -0.1144  -0.0171  -0.0519
O  -0.1332  -0.2857  0.4891
O  0.124  -0.0011  -0.2251
O  0.1247  0.0953  0.1862
O  0.119  -0.3853  -0.2063
O  0.3509  -0.1643  0.2075
O  -0.2656  -0.104  -0.0826
O  0.2257  -0.0255  0.0583
O  -0.178  -0.0073  -0.1195
O  0.2421  0.0824  -0.2261
O  0.0453  0.0997  0.5328
O  -0.0827  -0.1456  -0.2849
O  0.0746  0.2076  -0.0241
O  -0.1447  -0.0599  -0.0369
O  0.0992  0.2534  0.3158
O  -0.0229  -0.164  0.1115
O  0.0248  0.0095  -0.0067
O  -0.2783  0.1783  0.0711
O  0.2217  -0.2698  0.0502
O  -0.2167  0.4353  -0.0422
O  0.0975  -0.0667  0.4003
O  -0.2397  -0.1037  -0.6631
O  0.0512  0.0866  -0.5701
O  0.1305  -0.073  -0.1418
O  0.2261  0.0724  -0.0677
O  -0.1095  0.0249  0.2315
O  0.1581  -0.0776  0.2637
O  0.0828  0.3496  0.2341
O  -0.0256  0.1337  0.0396
O  -0.0274  0.2746  -0.0235
O  -0.1102  -0.0444  0.093
O  0.0756  0.0378  -0.3411
O  -0.3198  0.0291  0.429
O  -0.1533  0.3603  0.0542
O  0.2407  0.2278  0.0954
O  0.2232  -0.3544  -0.1359
O  0.1038  0.1386  -0.0961
O  0.1946  0.3995  0.5992
O  -0.239  -0.0087  0.3828
O  -0.108  -0.0975  -0.0601
O  -0.1844  0.0616  0.2344
O  -0.1326  -0.0273  0.0751
O  -0.0329  0.0467  -0.3586
